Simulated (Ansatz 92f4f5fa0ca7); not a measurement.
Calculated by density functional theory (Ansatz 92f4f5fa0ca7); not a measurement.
Periodic cell of 422 atoms, Si266O156, from a study of silicon, its oxide and their interface. The atomic structure is a simulated model.
Doubt: the cutoff is far below the 930 eV that the study's wrapper takes by default for these files, so forces and energies are approximate.

Settings: functional PBE; potential files Ansatz PAW; basis plane waves; wave-function cutoff 580 eV; density cutoff ratio 5; exchange-correlation grid ratio 1; k mesh 1 x 1 x 1, Gamma-centred; self-consistency stop 5e-08 eV per atom in the density residual; occupations fixed; spin none; net charge 0.

Cell vectors (angstrom)
a	15.4687	0	0
b	0	12.8259	0
c	0	0	37.2363

Atoms and the computed forces on them: element, x, y, z (angstrom), force x, y, z (eV/angstrom)
Si	0.0142	1.1765	34.5088	-0.0076	0.0099	-0.007
Si	3.8419	1.1639	34.5675	-0.0113	-0.0022	-0.0105
Si	7.7427	1.1713	34.5348	0.0199	-0.003	0.0027
Si	11.6203	1.1788	34.5597	0.0077	0.0146	-0.0021
Si	1.9045	7.5845	34.5772	-0.018	-0.0097	0.0045
Si	5.8282	7.5836	34.6034	-0.0061	-0.0098	-0.004
Si	9.6565	7.587	34.565	0.0012	0.0053	-0.0129
Si	13.5673	7.5767	34.5297	0.005	0.0123	0.0017
Si	1.9336	5.247	34.9694	0.3527	-0.0517	-0.0603
Si	5.8008	5.247	34.9694	-0.0445	0.1861	0.6592
Si	9.6679	5.247	34.9694	0.255	-0.0517	-0.2555
Si	13.5351	5.247	34.9694	0.2375	-0.0475	-0.2056
Si	0	11.6599	34.9694	0.1078	0.0292	-0.1001
Si	3.8672	11.6599	34.9694	0.1243	0.2458	-0.0985
Si	7.7343	11.6599	34.9694	0.1051	0.2557	0.1565
Si	11.6015	11.6599	34.9694	0.085	0.1463	-0.2654
Si	0	4.664	36.2061	-0.069	-0.0005	-0.0286
Si	3.8672	4.664	36.2061	-0.05	0.0714	0.1087
Si	7.7343	4.664	36.2061	-0.0689	-0.0235	0.0136
Si	11.6015	4.664	36.2061	-0.0441	-0.0259	-0.0488
Si	1.9336	11.0769	36.2061	0.0279	-0.0616	-0.0528
Si	5.8008	11.0769	36.2061	-0.063	-0.0013	-0.0424
Si	9.6679	11.0769	36.2061	-0.0535	0.0356	-0.0302
Si	13.5351	11.0769	36.2061	-0.0173	0.0465	-0.038
Si	0	2.332	36.6184	-0.0239	-0.0819	-0.2348
Si	3.8672	2.332	36.6184	-0.1107	0.091	0.0312
Si	7.7343	2.332	36.6184	0.0566	-0.0275	-0.1361
Si	11.6015	2.332	36.6184	0.0328	0.0576	0.049
Si	1.9336	8.745	36.6184	-0.2006	0.0434	0.1972
Si	5.8008	8.745	36.6184	0.2042	0.0655	0.3614
Si	9.6679	8.745	36.6184	-0.0714	0.0318	0.125
Si	13.5351	8.745	36.6184	0.1767	-0.053	-0.1369
Si	1.9336	1.749	0.6188	0.0349	-0.0101	-0.0211
Si	5.8008	1.749	0.6188	-0.0114	-0.0285	-0.0669
Si	9.6679	1.749	0.6188	-0.07	-0.0093	-0.0349
Si	13.5351	1.749	0.6188	0.0089	-0.0005	-0.0361
Si	0	8.162	0.6188	-0.0354	0.0376	0.0537
Si	3.8672	8.162	0.6188	-0.0287	-0.0117	-0.011
Si	7.7343	8.162	0.6188	-0.0828	0.0576	0.0998
Si	11.6015	8.162	0.6188	-0.0082	-0.0607	-0.0599
Si	0	5.83	1.031	0.0521	-0.0039	0.0386
Si	3.8672	5.83	1.031	0.0426	-0.0126	0.0325
Si	7.7343	5.83	1.031	0.0623	0.0581	0.0511
Si	11.6015	5.83	1.031	0.0401	-0.0349	-0.0169
Si	1.9336	12.2429	1.031	-0.0446	0.0555	0.0746
Si	5.8008	12.2429	1.031	0.0451	-0.0042	0.0347
Si	9.6679	12.2429	1.031	0.0413	-0.0406	-0.0467
Si	13.5351	12.2429	1.031	-0.0095	-0.0664	-0.0824
Si	1.9336	5.247	2.2678	-0.0989	0.0346	0.2513
Si	5.8008	5.247	2.2678	-0.1055	-0.0184	0.0061
Si	9.6679	5.247	2.2678	0.1377	-0.0648	0.0101
Si	13.5351	5.247	2.2678	-0.0434	-0.0468	0.0661
Si	0	11.6599	2.2678	-0.0731	-0.1133	-0.6636
Si	3.8672	11.6599	2.2678	0.1491	0.1466	0.6752
Si	7.7343	11.6599	2.2678	-0.0387	-0.1046	-0.4064
Si	11.6015	11.6599	2.2678	-0.026	-0.0679	-0.4981
Si	1.9336	2.915	2.68	-0.0534	-0.1112	-0.0108
Si	5.8008	2.915	2.68	0.039	-0.0782	-0.0258
Si	9.6679	2.915	2.68	0.082	-0.1348	-0.1042
Si	13.5351	2.915	2.68	-0.0002	-0.1405	-0.0951
Si	0	9.328	2.68	0.0776	0.1539	0.1773
Si	3.8672	9.328	2.68	0.0309	0.0697	0.0207
Si	7.7343	9.328	2.68	0.0676	0.0956	0.0877
Si	11.6015	9.328	2.68	0.0259	0.2353	0.1718
Si	-0.4985	0.4976	27.6849	0.0231	-0.0158	0.0285
Si	6.026	-2.7102	29.4347	0.0655	-0.0141	-0.0209
Si	11.975	-4.1886	24.586	-0.0187	-0.0605	-0.0035
Si	17.9345	-2.0104	23.6521	-0.0052	0.0374	-0.0148
Si	-1.5643	12.3921	21.2763	-0.0164	0.0125	0.0204
Si	4.7603	4.3405	29.4614	0.0301	0.0331	0.0506
Si	8.9896	9.2743	25.0971	0.0084	-0.0046	0.0294
Si	7.7971	0.791	28.0805	-0.0064	-0.0165	0.0458
Si	-3.0892	4.8752	28.6844	0.0464	-0.0131	0.0656
Si	0.8639	3.5449	29.5776	-0.008	-0.0054	-0.0815
Si	7.285	3.821	29.8026	0.1165	0.0074	-0.1141
Si	9.4312	5.7622	28.3413	-0.0018	-0.0113	-0.0063
Si	-3.2758	12.314	26.2254	0.0064	0.0237	0.0181
Si	2.3277	7.6562	29.9624	0.0202	0.0136	0.0106
Si	3.1119	15.603	28.772	-0.0395	0.0137	0.0165
Si	13.5174	7.4488	30.04	0.0259	-0.0235	-0.051
Si	1.8349	0.5116	31.1783	0.0222	-0.0031	-0.0229
Si	0.5352	5.49	26.9913	-0.0506	-0.0253	0.0196
Si	7.7531	4.8101	31.8321	0.0003	0.0447	-0.0282
Si	14.3261	3.2457	26.6434	-0.0525	-0.0319	-0.0431
Si	2.3116	10.0566	29.5341	0.0107	-0.0174	0.0316
Si	4.1571	11.3522	28.7255	-0.0263	0.0244	-0.0603
Si	5.7409	7.8215	30.0968	-0.0473	0.0213	0.0142
Si	16.2327	10.5694	27.8457	-0.0006	0.0084	-0.0123
Si	3.2121	2.4035	26.4023	-0.0233	-0.0167	-0.0247
Si	-0.1045	1.2723	29.9127	-0.0214	0.0189	0.0317
Si	8.1814	6.3444	25.497	-0.0214	-0.0422	-0.0163
Si	11.6867	-1.8714	28.7389	0.0833	0.0138	-0.0892
Si	3.978	7.2418	31.5624	-0.0153	-0.0547	-0.0371
Si	0.1985	7.0028	31.065	-0.0123	-0.0009	-0.0216
Si	7.7094	7.1112	31.265	-0.007	0.0015	-0.0184
Si	9.7686	9.8334	29.5311	-0.0441	-0.028	0.0405
Si	-1.8886	-3.0324	29.5081	-0.0337	-0.0412	0.0004
Si	5.6968	0.656	31.2805	0.0011	0.0152	-0.0291
Si	9.6343	0.5602	31.2372	0.0153	-0.0349	-0.0301
Si	13.4828	0.5765	31.1735	0.0531	-0.0331	0.0128
Si	-3.8565	7.0876	31.3937	-0.0023	-0.0116	-0.0307
Si	4.0615	4.8598	31.6951	0.0196	-0.0078	-0.0363
Si	9.6912	7.473	30.0211	0.0154	-0.0033	0.001
Si	11.5294	13.2924	29.7739	-0.0774	0.0932	-0.0264
Si	0.2446	4.6727	31.603	-0.0023	0.0375	0.0121
Si	4.2325	6.5945	28.7297	-0.0149	-0.0071	-0.0371
Si	7.6415	1.4425	30.245	-0.0032	0.0586	0.0504
Si	11.7824	4.7669	31.6888	0.0144	-0.0778	-0.0777
Si	1.9243	11.0416	31.6627	0.0124	0.0479	-0.0431
Si	5.9133	11.1388	31.6214	-0.0171	0.0132	-0.0058
Si	9.6228	11.0261	31.6284	0.0601	0.0544	-0.0503
Si	13.6443	11.0254	31.6072	-0.0695	0.0184	-0.0717
Si	2.1103	4.1059	32.8809	-0.05	-0.0207	0.0367
Si	5.8537	4.1031	32.9819	-0.031	-0.0248	0.0259
Si	9.7729	4.0904	32.8531	0.0355	-0.0138	-0.0111
Si	13.6992	4.0919	32.869	0.0125	-0.0086	0.0243
Si	0.0315	10.4483	32.9224	-0.0031	-0.0247	0.0591
Si	3.9195	10.5807	32.8634	0.0234	-0.0211	0.0429
Si	7.7531	10.5069	32.9373	-0.0482	-0.0212	0.0328
Si	11.6284	10.5558	32.8486	0.015	-0.0322	0.0268
Si	1.9552	1.7469	33.2342	0.0148	0.0229	0.0098
Si	5.7669	1.7688	33.3506	-0.0022	0.0066	0.0164
Si	9.7092	1.7445	33.2926	-0.0218	-0.0214	0.0115
Si	13.5308	1.7432	33.2653	-0.019	-0.0254	-0.0313
Si	0.0323	8.1127	33.2197	-0.0049	-0.0022	0.0028
Si	3.8791	8.3189	33.5455	-0.0126	0.0392	0.0274
Si	7.72	8.2055	33.3413	0.013	0.0291	0.0179
Si	11.6001	8.2515	33.3975	-0.0089	0.0075	0.0273
Si	0	2.332	3.9167	-0.0733	-0.0176	0.1785
Si	3.8672	2.332	3.9167	0.0886	-0.1644	0.2689
Si	7.7343	2.332	3.9167	-0.2177	-0.3362	-0.0042
Si	11.6015	2.332	3.9167	-0.0882	-0.1961	-0.78
Si	1.9336	8.745	3.9167	-0.105	-0.1631	-0.1833
Si	5.8008	8.745	3.9167	-0.2331	0.0123	-0.0464
Si	9.6679	8.745	3.9167	-0.0453	-0.1669	-0.2581
Si	13.5351	8.745	3.9167	-0.291	0.1289	0.6026
Si	1.8799	6.4446	4.3433	0.0071	0.012	-0.0154
Si	5.7979	6.4412	4.3116	-0.0142	0.0017	-0.0069
Si	9.7188	6.4382	4.3118	-0.0078	0.0176	-0.0094
Si	13.5046	6.4455	4.3177	-0.0136	-0.0017	-0.02
Si	-0.0272	12.7725	4.2782	-0.0026	0.0214	0.0003
Si	3.9112	12.8165	4.4891	0.0135	0.0273	0.0118
Si	7.7299	12.7787	4.3004	-0.009	0.0167	0.0101
Si	11.581	12.7923	4.2886	0.0038	0.012	-0.0031
Si	-0.086	6.0019	5.637	0.0032	-0.0197	0.0324
Si	3.8391	5.9501	5.5562	-0.0067	-0.0056	0.005
Si	7.7733	5.858	5.467	0.0118	0.0286	-0.0035
Si	11.6219	5.905	5.6381	0.0082	0.0089	0.0262
Si	1.8501	12.0963	5.5232	0.0546	0.009	0.0393
Si	5.9467	12.0975	5.7157	0.0321	-0.0269	0.0027
Si	9.6729	12.0718	5.43	-0.0035	-0.0583	-0.0408
Si	13.4798	12.0692	5.4259	0.0191	-0.0558	0.0151
Si	-0.046	3.6669	5.9072	-0.0107	0.0076	-0.0057
Si	3.8669	3.6458	5.8821	-0.003	-0.0003	0.0232
Si	7.7157	3.5657	5.9208	0.0486	0.0033	-0.0348
Si	11.5593	3.5484	5.845	0.0016	0.0294	0.0159
Si	1.8702	9.7772	6.0114	0.0084	0.0005	0.0109
Si	5.6736	9.7387	6.064	-0.0373	0.0115	0.027
Si	9.5355	9.7689	6.0065	-0.0021	-0.0187	-0.0183
Si	13.4256	9.8108	6.1705	-0.0086	-0.0204	0.0188
Si	0.6931	0.0082	7.438	-0.0322	0.0064	0.0535
Si	3.8816	0.3558	8.7316	-0.32	-0.0762	0.0403
Si	13.4761	2.8874	6.9551	0.04	0.0378	0.0034
Si	13.9724	4.4476	10.3022	-0.1668	-0.0737	-0.0453
Si	0.0086	9.3786	7.4394	-0.0403	0.0143	0.0555
Si	4.0672	11.1999	11.3501	-0.0559	-0.0246	-0.0215
Si	7.5901	9.1167	7.269	0.0327	-0.0116	0.0437
Si	6.3647	10.3689	11.1217	-0.0015	-0.0186	0.009
Si	5.8398	1.5207	8.5041	0.093	0.1479	0.0346
Si	-0.026	6.9609	7.8878	0.0536	0.0131	-0.0209
Si	7.7454	6.7284	7.6408	0.0291	0.0085	-0.0165
Si	16.0884	7.2414	17.6601	-0.0229	-0.0115	-0.0012
Si	1.9119	16.3862	7.1883	-0.0081	-0.0626	0.0481
Si	3.8388	13.624	11.0747	0.0551	0.0288	0.1103
Si	9.3226	19.1786	11.0263	-0.0318	-0.0658	0.0138
Si	16.4355	17.862	12.5094	0.0082	0.0224	0.172
Si	1.7901	5.4946	8.6009	-0.0401	-0.0064	0.01
Si	5.8343	5.6396	8.522	-0.0047	-0.0276	0.0388
Si	9.409	1.8234	10.5844	-0.014	0.0526	-0.0258
Si	13.5148	6.6099	9.3322	-0.0058	0.0362	-0.0386
Si	-2.5532	13.4692	9.3495	-0.0082	0.0107	-0.0075
Si	3.7183	9.229	7.4304	0.0186	-0.0259	-0.0129
Si	7.072	7.2505	15.0577	-0.009	-0.0373	-0.0248
Si	16.1485	11.122	9.0582	0.0699	0.0352	-0.0775
Si	-5.7539	5.9387	8.8007	-0.0059	-0.0939	-0.0011
Si	7.238	-0.1452	7.7398	-0.0195	-0.0814	-0.0057
Si	10.3457	9.3305	11.3908	0.0165	-0.0166	-0.032
Si	13.893	0.5992	7.2167	0.007	0.0439	0.0422
Si	-4.1428	9.3389	7.4853	0.0262	-0.0054	0.053
Si	3.0899	9.583	12.8744	0.0666	0.0343	-0.0434
Si	14.8653	12.6817	10.6089	-0.0919	-0.0902	-0.0301
Si	10.0806	10.5293	9.3813	0.0326	0.0332	-0.0957
Si	-5.0723	0.8416	13.1736	-0.0182	0.0495	-0.0404
Si	3.7934	6.7457	7.8381	-0.0315	0.0099	-0.0145
Si	9.66	2.8067	6.9913	-0.0215	-0.0229	-0.0383
Si	16.7534	1.673	10.6845	0.2422	-0.2827	0.0186
Si	-5.2505	3.5677	9.1023	-0.0199	0.1093	0.0928
Si	0.8401	4.0617	10.4422	0.1927	0.0686	-0.3999
Si	9.485	13.3287	7.3428	0.0533	0.0293	0.0326
Si	6.2692	12.6889	18.2917	0.0235	0.0199	-0.0503
Si	3.1586	-1.9303	9.133	-0.0393	0.0612	0.0884
Si	8.6002	-1.6856	13.2936	-0.022	-0.0138	-0.0641
Si	1.9667	1.5991	8.4588	-0.0649	0.1821	-0.0447
Si	7.0637	2.7063	17.084	0.002	0.0062	-0.0354
Si	-3.9561	5.6632	13.0696	-0.0536	-0.0065	-0.0275
Si	6.2976	5.2864	10.842	0.0254	-0.0033	-0.0702
Si	13.1419	12.0356	13.236	0.0002	0.0034	-0.0403
Si	12.5937	3.0077	9.1359	0.0356	0.0077	0.0319
O	2.1527	12.0935	14.5784	-0.0136	0.0353	-0.0013
O	30.7844	5.769	17.5799	-0.0027	-0.0168	0.0205
O	2.2458	-9.6509	25.3229	0.0242	-0.0226	0.0155
O	13.545	0.0771	26.949	0.0397	0.0089	0.0061
O	6.0725	9.3402	22.9718	-0.0084	0.0084	-0.0113
O	2.6743	2.7833	18.3216	-0.0086	0.0169	-0.0032
O	-5.3579	0.3629	22.9044	0.0042	-0.009	-0.0088
O	24.1056	4.9066	24.8342	-0.002	-0.0153	0.0105
O	9.0873	-0.135	13.1513	-0.0052	0.014	0.0416
O	-4.5744	15.8439	26.2263	-0.0091	-0.0047	0.0226
O	-5.6709	23.0186	12.6897	0	0.0302	0.0435
O	2.7654	-1.9093	16.9749	-0.0022	0.0083	0.0457
O	14.7534	29.8133	21.7147	0.0047	-0.0005	-0.0148
O	7.1298	-1.045	17.2258	-0.0138	0.0072	0.0184
O	6.6572	-4.8303	16.4368	-0.002	0.0178	0.0241
O	12.6014	6.7505	12.5211	0.0241	0.0094	-0.0053
O	6.1929	8.7155	11.2688	0.0199	0.0193	0.0112
O	8.6712	7.7065	24.7422	-0.0006	0.0123	-0.0181
O	17.587	16.4374	15.8683	0.0056	-0.0002	0.0023
O	0.8054	6.3545	21.3337	0.0035	0.0387	-0.0133
O	11.5044	14.2296	19.6667	-0.0105	-0.001	0.0032
O	17.2004	8.7611	20.956	-0.0047	-0.0045	0.0021
O	0.2716	20.6573	14.3762	-0.0009	0.0138	-0.0128
O	-3.4935	-3.8152	11.3911	-0.0054	-0.0031	-0.0208
O	6.7731	-0.8814	22.5667	-0.0105	-0.0018	-0.0129
O	12.0612	4.1668	30.1333	-0.0281	0.0643	0.0824
O	11.8788	-8.2096	24.38	-0.0045	-0.0552	0.0161
O	-5.1858	5.0557	17.5432	0.0041	-0.004	0.0107
O	7.2387	-14.7209	12.4182	0.0084	0.0205	0.0282
O	-6.717	19.2665	27.0147	-0.0107	-0.0029	0.0185
O	-2.7627	5.8124	22.1346	0.0168	-0.0085	-0.0496
O	13.7963	0.1185	14.4188	-0.0121	-0.0251	0.009
O	17.534	18.571	26.5443	0.0115	-0.0079	-0.0228
O	7.2637	2.4757	25.142	-0.0157	-0.0197	-0.0074
O	8.6695	7.4959	14.792	0.0059	0.0184	0.0054
O	17.5153	-11.7814	16.4225	-0.0177	0.011	-0.0236
O	11.6599	2.0464	23.793	0.0093	-0.0069	-0.0034
O	5.038	22.5837	17.4968	-0.001	0.0108	0.0195
O	1.3379	-3.0573	26.5368	-0.0054	-0.0266	0.0002
O	18.5082	0.7834	26.1058	-0.0056	0.014	0.008
Si	5.5985	5.749	24.192	0.0706	0.0011	-0.0026
Si	14.4662	7.5229	25.4354	-0.0652	-0.0277	-0.029
Si	17.0455	-3.7274	25.0532	-0.0517	0.0152	0.0402
Si	-1.6941	-21.7106	12.5927	-0.0216	0.0722	0.0485
Si	-2.1491	9.3164	21.8449	-0.0623	0.0109	0.0526
Si	9.4939	1.6323	15.9135	-0.0504	0.0023	-0.002
Si	19.4228	-2.0117	18.0788	0.0132	0.0004	-0.0397
Si	2.1051	3.0134	23.7094	0	0.0031	0.0219
Si	3.7298	-6.5082	17.919	0.0172	-0.0347	-0.039
Si	1.7348	-10.3064	17.0479	0.0045	-0.0093	-0.0057
Si	7.7621	3.684	24.1522	-0.0246	0.052	0.0019
Si	3.2907	19.4093	25.8823	0.0485	-0.0296	0.0151
Si	-12.2877	9.4873	20.9267	0.0274	0.0138	0.0141
Si	5.6926	8.0387	22.0402	0.0119	-0.04	0.0482
Si	27.0761	19.7625	7.8547	-0.0133	0.0241	-0.0162
Si	13.1352	-4.9974	11.4019	-0.0025	0.053	0.0484
Si	7.882	-4.0732	20.3058	-0.0001	-0.0038	0.0086
Si	16.2724	17.5828	21.6228	0.0145	-0.0358	0.0184
Si	10.5445	1.7735	27.2198	-0.0106	-0.0136	0.0291
Si	5.3163	4.8133	15.6961	0.0251	-0.0048	-0.0309
Si	10.9506	15.427	20.6113	0.0584	0.0343	-0.0244
Si	5.9445	8.4588	17.8197	0.0018	-0.014	-0.0325
Si	-3.5405	3.1187	24.9668	0.0498	0.0467	-0.0228
Si	17.4587	13.6866	14.7991	0.0209	0.0088	0.0362
Si	6.696	0.2378	21.3733	-0.0141	-0.0125	0.0296
Si	10.597	0.0086	9.3724	-0.0774	-0.0182	0.0244
Si	-6.0821	1.712	22.1863	-0.0691	-0.016	0.0475
Si	10.2648	-5.367	15.1433	-0.0232	0.008	0.016
Si	-8.1777	-2.4143	22.7067	0.0117	-0.0135	0.024
Si	1.2342	0.4936	22.4096	0.0081	0.0331	0.0286
Si	0.4867	8.0505	12.771	0.0195	0.0424	-0.0088
Si	6.0095	1.7717	25.8864	0.0269	0.0087	0.0347
Si	5.7871	3.526	7.26	-0.1114	0.0086	0.0176
Si	6.1637	14.9306	10.7519	0.0152	0.0537	0.0381
Si	4.1272	-0.3928	25.7491	-0.0015	0.0186	0.0455
Si	-1.3753	2.4529	17.082	0.0461	-0.0066	-0.0061
Si	0.4304	7.82	20.7281	-0.0194	-0.0368	-0.004
Si	-1.007	1.5867	14.223	0.0224	0.0444	0.0402
Si	13.3226	-8.1346	21.1235	-0.0396	-0.0077	0.0474
Si	-3.0091	-3.185	15.079	-0.0198	-0.0194	0.0548
Si	2.9746	-9.3256	14.4527	-0.0023	0.0486	0.0144
Si	-1.6463	18.1312	18.0766	-0.0027	-0.0097	-0.0082
Si	15.3733	8.6211	15.7636	0.0112	0.0327	-0.0411
Si	-2.943	-6.8722	23.7398	-0.0264	0.0208	0.0503
Si	5.4641	-5.0886	12.3753	0.0116	0.008	-0.0286
Si	11.0461	-2.1287	17.5994	-0.0174	-0.0214	-0.0097
Si	3.8773	1.7956	21.6888	-0.0456	0.0531	0.0163
Si	-3.776	0.4584	23.4053	-0.0161	0.013	0.0379
Si	-4.4425	8.4522	19.7876	0.0048	0.0166	0.0062
Si	11.1679	6.3969	17.7243	-0.012	0.0015	-0.0381
Si	-7.7903	-2.1446	9.0507	-0.0273	0.0263	0.0006
Si	12.435	0.4288	18.7821	0.0096	0.0021	0.001
Si	23.533	-2.3813	28.0222	-0.0071	-0.0367	0.035
Si	2.9528	3.7608	19.5795	-0.0037	-0.0439	0.0134
Si	3.7835	-12.1076	29.8377	-0.0049	-0.0747	0.0177
Si	-5.811	3.6704	18.0862	-0.0096	-0.0048	-0.0356
Si	17.6528	-2.1141	15.4757	-0.0001	-0.0577	-0.0692
Si	8.5039	-1.3085	16.3909	0.0022	0.039	0.0086
O	-0.8984	8.4042	11.9653	-0.0234	-0.0299	0.035
O	-9.1049	4.4029	23.6099	-0.0193	-0.0089	0.0063
O	7.96	-10.5927	15.7754	0.0206	-0.0076	0.0283
O	38.0666	8.8699	18.8639	0.0074	0.0043	0.0147
O	22.0159	6.3645	25.3827	-0.0167	0.0087	-0.0025
O	11.7157	12.7541	12.8586	0.0334	-0.0158	0.0171
O	6.4142	1.3285	27.4031	-0.0273	0.0117	-0.0174
O	-0.1071	0.2488	21.5271	-0.0087	-0.003	-0.0244
O	-5.996	-4.8976	11.487	0.0112	0.0096	-0.0377
O	-3.5649	10.6386	16.2254	0.005	0.0213	-0.0035
O	3.1029	1.8759	14.1193	-0.0156	-0.0237	0.007
O	19.5788	-7.2279	24.8609	-0.0365	0.0159	0.0019
O	8.347	9.6732	26.5657	-0.0196	0.0268	0.024
O	8.2602	-1.9429	14.889	0.011	0.0001	-0.0329
O	-5.1399	-7.371	11.9682	0.0232	-0.0034	-0.0044
O	17.0538	4.4099	23.0221	0.0026	0.012	0.0047
O	4.3232	11.5032	27.0745	-0.0065	0.0084	0.0308
O	12.7277	6.2144	17.2776	0.0047	-0.0118	0.0221
O	-8.9744	1.4319	17.9183	-0.0042	-0.0095	0.0121
O	4.6923	12.2719	18.1638	-0.0087	-0.0018	0.0187
O	-1.4994	2.3116	12.8425	0.0202	0.0159	-0.0286
O	5.4882	0.3683	25.2108	-0.0195	-0.0319	-0.023
O	-0.1923	-8.4236	26.0297	0.0235	0.0117	-0.0148
O	-5.2464	-10.3725	17.1284	0.0019	0.0067	0.0097
O	18.6603	-2.3693	22.2297	0.0036	0.012	-0.0172
O	6.6712	-0.3847	19.8557	0.0093	-0.0066	0.0121
O	4.2369	5.7451	16.4816	-0.0169	0.005	0.0249
O	1.032	14.6498	23.3431	0.0022	-0.0241	-0.0087
O	8.1083	12.0584	27.6682	-0.0046	0.0048	-0.003
O	5.3165	1.0563	21.6863	0.0084	-0.0151	0.0048
O	8.0258	16.4767	18.0088	0.015	0.0006	0.0107
O	11.2244	-16.9819	14.5952	0.0083	0.0052	-0.002
O	18.8435	-2.4917	19.5358	-0.0059	0.0066	0.0166
O	1.3661	-0.8334	23.357	0.0119	-0.0033	-0.0091
O	11.839	-1.875	27.0507	-0.0241	0.0073	0.0475
O	1.5199	-3.5428	12.4484	-0.0444	-0.0169	0.0216
O	-2.0415	3.7771	17.7127	-0.0052	0.0026	0.0111
O	-1.7238	-3.9705	15.7238	0.0153	-0.0108	0.0023
O	2.2115	-8.4327	13.3434	-0.0133	0.0136	0.005
O	-6.6724	2.9531	23.1223	0.0183	-0.0201	-0.0276
O	17.732	19.858	17.676	-0.0031	0.0111	0.0074
O	0.1886	2.4905	17.5442	-0.0005	0.0075	-0.0013
O	3.9832	2.9435	20.5298	0.0036	-0.0043	0.0009
O	30.2234	10.0583	28.3472	0.0049	0.0114	0.0351
O	16.0702	-0.6797	27.3413	-0.0232	0.0098	0.0165
O	-7.5735	-2.7152	21.2125	0.0044	-0.0005	-0.003
O	19.1278	11.443	24.5686	0.0287	0.0222	-0.0059
O	-6.0166	-15.128	17.2708	-0.0043	0.014	-0.0045
O	11.4038	-0.6959	18.2509	-0.0043	0.0208	0.0093
O	-4.0746	14.5297	28.6241	0.0428	-0.0396	0.0254
O	-11.0616	8.4151	21.0983	-0.02	0.0069	-0.0208
O	19.7457	-5.8303	27.1194	0	-0.006	0.0221
O	-3.9859	7.1675	24.049	0.0197	0.0217	0.006
O	-3.1975	3.4552	21.0836	0.004	0.0051	-0.0211
O	-9.4532	3.7002	11.1923	0.023	-0.0428	-0.0208
O	-4.2287	6.928	19.257	0.0013	-0.0046	0.0022
O	-3.135	4.2825	13.3014	0.0228	-0.0126	0.0027
O	-8.4557	7.6387	21.143	-0.0048	0.0149	-0.0089
O	10.9308	18.0008	27.965	-0.0046	-0.0072	0.0124
O	-4.5866	0.4252	26.4002	0.0087	-0.0229	-0.0064
O	0.5989	14.21	14.1438	-0.0225	0.021	-0.023
O	5.7904	3.5951	16.6578	-0.0039	-0.0035	0.0203
O	6.6211	5.6673	15.1874	-0.0041	0.0125	0.009
O	12.7321	13.0922	22.1716	-0.0025	-0.0117	-0.0012
O	13.4148	15.5149	25.4405	0.0074	0.0106	0.0143
O	19.0458	2.5671	23.1107	0.0123	-0.0215	-0.0321
O	12.2549	12.2574	24.578	0.0103	-0.0077	0.0237
O	-10.1215	6.7548	22.9456	-0.0085	0.016	-0.0126
O	-15.6341	1.9937	27.0502	-0.0081	0.0078	0.0086
O	9.4497	8.4324	20.1519	-0.0072	-0.0059	0.0005
O	6.2881	7.8633	13.7741	-0.001	-0.0117	-0.0003
O	-11.5393	8.2057	12.6022	-0.0034	-0.032	0.035
O	15.1564	6.8918	26.7944	0.0137	-0.0099	0.0222
O	3.1272	-3.0592	14.5251	-0.0383	0.0059	0.027
O	-2.1359	3.8549	27.8142	-0.0499	0.0259	0.0226
O	4.7731	2.8267	26.0306	-0.0276	-0.002	0.0154
O	11.9914	8.8247	21.0338	0.0098	0.0006	-0.0106
O	-5.056	-11.1284	14.5704	0.0224	-0.0156	0.0155
O	-7.6827	-11.1161	10.9711	0.0401	0.0242	-0.0335
O	-17.0412	23.6198	21.5209	0.0163	-0.0141	-0.0191
O	13.2384	1.1658	17.5698	-0.0094	0.0067	0.0035
O	-18.1126	-3.4564	23.3986	0.0179	0.0123	-0.0265
O	10.8599	18.9148	14.494	0.0272	-0.0049	-0.0001
O	13.6391	18.2435	19.6959	0.004	0.0106	-0.0128
O	16.1539	-15.5727	15.6925	0.0143	0.02	0.0093
O	10.044	3.5632	19.6504	-0.0005	-0.01	0.0085
O	15.9861	-8.0157	28.4871	0.0296	-0.0564	0.0426
O	24.4267	27.4311	27.4803	-0.0024	0.0022	-0.0199
O	-2.546	-2.3007	13.7903	-0.0002	0.0186	-0.007
O	15.0277	4.7326	13.3484	0.005	-0.0287	-0.0844
O	11.436	9.5133	18.6282	0.0089	0.0035	0.0076
O	-6.1081	0.0636	16.2789	0.0147	0.0039	0.0111
O	-0.8941	8.3233	21.5292	0.0195	-0.002	-0.004
O	-1.4334	2.5355	15.4624	0.0007	-0.0332	0.0096
O	17.0261	16.8491	20.3751	-0.0241	0.0184	-0.0142
O	8.4134	30.1725	28.7565	-0.0966	-0.0197	0.0807
O	3.5978	5.1656	19.0654	0.0068	0.0309	0.0032
O	-5.2367	-10.858	12.0075	0.0059	-0.0312	0.0086
O	4.9142	20.1559	18.4133	-0.0048	0.0033	0.024
O	-4.8361	9.4354	25.0547	-0.0028	0.02	0.0219
O	4.4873	16.9391	14.4823	-0.0079	0.0092	0.0243
O	8.3638	-2.5834	23.9316	-0.017	0.0109	-0.0187
O	7.8199	-7.0875	11.2904	0.0455	0.0216	-0.0276
O	15.6098	7.8582	19.1111	0.0035	0.0111	0.0185
O	-2.3594	-4.4214	25.7794	0.0121	0.0119	0.022
O	15.6031	8.4098	24.6498	0.0234	-0.016	-0.0014
O	5.3448	6.2167	11.7978	-0.0375	0.0167	0.053
O	-1.2733	-0.8427	11.9795	0.0442	0.0757	-0.0045
O	10.439	-5.3433	16.7608	0.0066	0.003	0.0066
O	-1.4969	19.1568	24.4177	0.0302	-0.0019	0.0113
O	2.7419	-17.7202	25.1372	-0.0043	-0.0483	-0.0202
O	16.6192	6.65	12.2694	-0.0197	-0.0907	-0.026
O	2.592	0.7581	21.4872	0.0008	-0.0177	-0.009
O	-1.8719	-0.2232	19.7026	0.0094	-0.0008	0.0009
O	-2.2906	6.3033	28.8473	0.0132	0.0168	0.0274
O	-7.4329	-11.6623	21.4292	0.035	0.0104	-0.0021

Results
free energy: -257817.584 eV
free energy less fixed offsets of O -568.88, Si -635.61 eV per atom: -0.044 eV

The program warned: the cutoff lies below the one the program advises for these potential files; the exchange-correlation potential is rough where the density is thin.
